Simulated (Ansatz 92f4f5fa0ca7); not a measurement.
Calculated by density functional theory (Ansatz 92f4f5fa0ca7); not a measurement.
Periodic cell of 223 atoms, Si133O90, from a study of silicon, its oxide and their interface. The atomic structure is a simulated model.
Doubt: the cutoff is far below the 930 eV that the study's wrapper takes by default for these files, so forces and energies are approximate.
This geometry differs little from another in the collection (a relaxation step or a small displacement).

Settings: functional PBE; potential files Ansatz PAW; basis plane waves; wave-function cutoff 580 eV; density cutoff ratio 5; exchange-correlation grid ratio 1; k mesh 1 x 1 x 1, Gamma-centred; self-consistency stop 5e-08 eV per atom in the density residual; occupations fixed; spin none; net charge 0.

Cell vectors (angstrom)
a 10.938 0 0
b 0 10.938 0
c 0 0 32.3636

Atoms: element, x, y, z (angstrom)
Si 10.6858 0.2702 24.8864
Si 5.2061 0.1858 24.8589
Si 3.011 2.5034 24.9748
Si 8.4178 2.4997 24.9251
Si 10.5589 5.6634 24.9534
Si 5.1724 5.6497 24.8345
Si 3.0704 8.0743 24.9234
Si 8.3297 7.9291 24.7858
Si 1.3558 1.3706 26.2251
Si 6.8145 1.3301 26.1722
Si 4.1097 4.107 26.273
Si 9.4969 4.0925 26.308
Si 1.3495 6.8644 26.0774
Si 6.7939 6.7888 26.1668
Si 4.1586 9.582 26.3148
Si 9.5159 9.5485 26.1184
Si 2.7109 -0.0067 27.6032
Si 8.1843 -0.0302 27.5565
Si 0.0129 2.7559 27.6049
Si 5.5088 2.7351 27.5864
Si 2.6796 5.4932 27.5506
Si 8.1441 5.4729 27.6152
Si 0.0051 8.2221 27.5217
Si 5.5191 8.1873 27.6082
Si 4.1018 1.3673 28.9454
Si 9.5708 1.3673 28.9454
Si 1.3673 4.1018 28.9454
Si 6.8362 4.1018 28.9454
Si 4.1018 6.8362 28.9454
Si 9.5708 6.8362 28.9454
Si 1.3673 9.5708 28.9454
Si 6.8362 9.5708 28.9454
Si 0 0 30.3126
Si 5.469 0 30.3126
Si 2.7345 2.7345 30.3126
Si 8.2035 2.7345 30.3126
Si 0 5.469 30.3126
Si 5.469 5.469 30.3126
Si 2.7345 8.2035 30.3126
Si 8.2035 8.2035 30.3126
Si 1.3673 1.3673 31.6799
Si 6.8362 1.3673 31.6799
Si 4.1018 4.1018 31.6799
Si 9.5708 4.1018 31.6799
Si 1.3673 6.8362 31.6799
Si 6.8362 6.8362 31.6799
Si 4.1018 9.5708 31.6799
Si 9.5708 9.5708 31.6799
Si 2.7345 0 0.6835
Si 8.2035 0 0.6835
Si 0 2.7345 0.6835
Si 5.469 2.7345 0.6835
Si 2.7345 5.469 0.6835
Si 8.2035 5.469 0.6835
Si 0 8.2035 0.6835
Si 5.469 8.2035 0.6835
Si 4.1018 1.3673 2.0507
Si 9.5708 1.3673 2.0507
Si 1.3673 4.1018 2.0507
Si 6.8362 4.1018 2.0507
Si 4.1018 6.8362 2.0507
Si 9.5708 6.8362 2.0507
Si 1.3673 9.5708 2.0507
Si 6.8362 9.5708 2.0507
Si 0 0 3.418
Si 5.469 0 3.418
Si 2.7345 2.7345 3.418
Si 8.2035 2.7345 3.418
Si 0 5.469 3.418
Si 5.469 5.469 3.418
Si 2.7345 8.2035 3.418
Si 8.2035 8.2035 3.418
Si 1.375 1.3705 4.8022
Si 6.862 1.3488 4.7974
Si 4.1256 4.0758 4.7973
Si 9.5728 4.1025 4.7552
Si 1.337 6.8505 4.7176
Si 6.8554 6.8243 4.8084
Si 4.1393 9.5603 4.737
Si 9.5577 9.5811 4.8229
Si 2.8174 0.0055 6.1029
Si 8.2075 -0.0031 6.253
Si -0.0099 2.7593 6.1456
Si 5.5313 2.734 6.1886
Si 2.7045 5.4932 6.0402
Si 8.238 5.4541 6.1711
Si -0.0011 8.1827 6.1467
Si 5.4979 8.2239 6.15
Si 4.4301 1.0875 7.4621
Si 9.349 1.6645 7.5116
Si 1.1583 4.3743 7.3984
Si 7.1007 3.9083 7.5455
Si 3.8293 7.0818 7.3269
Si 9.8316 6.5731 7.5059
Si 1.6566 9.3405 7.3386
Si 6.6277 9.7316 7.5952
O 9.4745 6.7885 24.3458
O 4.0772 1.3433 24.4191
O 4.1213 6.8803 24.3913
O 9.5758 1.4127 24.4036
O 5.5103 -0.0507 8.0332
O 0.0448 5.4699 7.9871
O 8.2165 2.7705 8.046
O 2.7345 8.2011 7.8939
O 1.0389 10.1065 8.6428
O 9.1218 7.1353 8.8892
O 4.4503 6.3478 8.6449
O 10.1065 1.0956 8.8657
O 1.9351 3.7147 8.6834
O 6.5041 4.6461 8.9105
O 3.7955 1.7825 8.8034
O 7.1812 8.9828 8.983
O 2.753 9.1663 23.6825
O 0.4598 10.6386 23.5141
O 5.6993 4.8755 23.4621
O 5.7597 10.4152 23.4619
O 7.5616 8.4479 23.4074
O 7.7432 3.1503 23.5772
O 2.4443 3.3653 23.6941
O 0.0418 4.6579 23.7034
Si 1.3554 8.3663 13.8487
Si 3.0914 3.015 9.5832
Si 1.4944 9.6623 22.7391
Si 1.3872 4.271 22.8716
Si 4.7579 2.359 16.1246
Si 10.8822 4.7267 15.527
Si 5.1426 2.0595 20.5082
Si 8.5304 8.4029 9.7351
Si 0.3566 0.2205 12.5488
Si 5.1995 5.324 9.6429
Si 4.2995 8.2312 20.581
Si 7.3669 10.8385 19.8938
Si 5.8811 3.9548 18.3391
Si 9.9269 0.9929 18.9161
Si 9.7563 7.5151 15.4333
Si 8.5621 0.2779 14.0348
Si 2.3617 0.5307 17.1004
Si 4.3747 3.8783 13.6403
Si 1.5161 7.0083 21.6612
Si 6.469 9.2798 22.5139
Si 6.0078 9.4682 13.7962
Si 3.7164 8.8249 15.7584
Si 8.3049 4.5791 20.1097
Si 9.1279 9.2367 18.1124
Si 6.6183 3.817 22.6137
Si 0.2268 3.186 20.1947
Si 10.2313 6.8246 19.5086
Si 10.3626 1.7267 16.221
Si 5.9337 1.3485 13.5797
Si 8.6557 6.9285 12.5343
Si 5.8398 6.4482 12.5216
Si 1.3357 5.2603 18.0694
Si 1.7222 3.0094 12.2093
Si 4.233 6.56 18.0517
Si 0.4619 5.6993 12.5914
Si 10.7692 10.7015 9.5377
Si 2.9569 -0.0171 20.1833
O 7.5678 1.4863 13.5404
O 5.78 8.0493 12.9654
O 4.0054 7.631 16.8435
O 1.1563 9.8935 13.2476
O 4.0886 9.7474 20.0148
O 10.1652 10.5092 18.1275
O 0.9772 4.411 11.7037
O 9.6759 2.0362 17.6808
O 3.6868 1.3525 20.7027
O 2.2732 0.2155 18.7128
O 7.4182 4.0771 18.8467
O 9.7729 8.3566 19.327
O 10.3314 3.1904 15.482
O 9.3904 0.69 15.3923
O 1.0392 4.0015 19.0496
O 4.185 4.1231 10.0783
O 0.1604 6.3928 18.201
O 7.5695 9.8949 14.2008
O 8.6916 0.8474 19.9601
O 2.8778 10.082 16.3948
O 2.8445 3.5528 13.2414
O 1.9277 10.4343 21.3631
O 9.1086 8.4126 16.6776
O 5.2976 5.359 17.7341
O 5.7374 2.6043 21.9366
O 2.4043 2.3538 10.8927
O 9.6129 9.5975 9.7373
O 8.8261 6.0634 19.7379
O 0.2165 1.5963 19.8092
O 0.9962 3.3688 21.5951
O 1.2205 7.1798 12.685
O 9.6071 3.6394 20.3318
O 0.528 5.0893 14.0798
O 0.8887 1.7561 12.9236
O 5.5793 6.2514 10.9248
O 5.8912 2.8089 17.1913
O 9.8974 5.9997 12.0479
O 5.1715 9.2887 15.1877
O 6.1105 0.9419 19.7737
O 4.4045 3.7004 15.2604
O 4.8603 7.3121 19.363
O 7.3861 4.6521 21.4449
O 7.2527 10.0001 21.28
O 0.3198 6.4624 20.7146
O 1.2314 4.7624 16.5311
O 7.3706 5.9609 12.812
O 2.8468 8.2523 14.4946
O 0.5161 0.117 10.9488
O 9.7691 5.9099 15.8467
O 5.4911 10.8116 12.9505
O 0.9382 1.0778 16.4522
O 7.6384 9.8073 18.6048
O 8.9842 7.6383 13.981
O 3.4585 1.7222 16.8673
O 8.2911 7.9686 11.3039
O 5.4204 1.2586 15.1334
O 9.711 10.9771 12.9071
O 4.95 3.3872 19.5644
O 4.8238 5.4177 13.2984
O 2.7936 5.8746 18.4049
O 5.3168 2.7161 12.9198
O 5.3506 8.2736 21.8373
O 0.3142 8.1008 15.0997
O 2.8353 7.6295 20.9578
O 0.7533 8.2305 22.4395
O 2.0629 5.7163 22.4914

Results
free energy: -135737.534 eV
free energy less fixed offsets of O -568.88, Si -635.61 eV per atom: -2.204 eV

Forces (eV/angstrom), in the order of the atoms: element, x, y, z
Si -0.074 0.0605 0.0257
Si -0.1493 0.057 -0.2325
Si 0.0602 -0.0508 -0.0256
Si 0.1471 -0.1118 -0.172
Si -0.2253 0.082 -0.217
Si -0.0479 0.1019 -0.0952
Si 0.1635 0.024 -0.1787
Si 0.0883 -0.1475 -0.0378
Si -0.0455 -0.0022 -0.018
Si 0.0555 -0.0082 0.1034
Si -0.0057 -0.0391 0.0266
Si 0.0078 0.0199 0.0798
Si -0.033 0.0292 0.0971
Si 0.0678 -0.0046 0.0014
Si -0.021 -0.0451 0.0763
Si 0.019 0.0111 -0.0077
Si 0.0344 0.0125 -0.0393
Si -0.006 0.0064 -0.0389
Si -0.0155 -0.0429 -0.0553
Si -0.0363 0.0048 -0.023
Si 0.0516 -0.018 0.0132
Si -0.007 0.0273 -0.0711
Si -0.0397 0.0054 -0.0245
Si -0.0104 0.013 -0.0572
Si 0.0221 0.0905 -0.0606
Si -0.0568 -0.1322 -0.1835
Si 0.0297 0.2199 0.1933
Si -0.1056 -0.0871 0.4779
Si -0.1392 -0.0371 -0.1586
Si 0.0438 0.1332 -0.265
Si -0.1989 -0.1278 0.0569
Si 0.2313 -0.0656 0.2881
Si -0.0367 -0.0594 -0.0137
Si -0.0176 -0.0316 -0.0203
Si 0.0682 0.058 -0.0159
Si -0.0145 0.0371 -0.0059
Si 0.0219 -0.0393 -0.018
Si -0.0891 -0.1399 0.0048
Si -0.0078 -0.0161 -0.0284
Si 0.0528 0.1065 0.0203
Si -0.0066 0.0151 -0.0443
Si 0.0106 0.004 -0.0164
Si -0.0087 0.0296 -0.0069
Si 0.0094 -0.0034 -0.0048
Si -0.0018 0.0133 -0.0121
Si -0.0004 -0.0129 -0.047
Si -0.0247 0.0078 -0.0138
Si 0.0096 -0.0106 -0.006
Si -0.0151 0.016 0.016
Si 0.0334 -0.0574 0.0099
Si 0.0399 -0.0168 0.0234
Si -0.0328 0.0294 0.0134
Si 0.0129 -0.055 0.0135
Si -0.0277 0.0061 0.019
Si -0.0089 0.0278 0.018
Si 0.0232 -0.0051 0.0216
Si 0.0225 -0.0099 0.0117
Si -0.0287 0.0521 0.006
Si -0.0069 0.0596 0.0125
Si -0.0025 -0.0331 0.0108
Si -0.0658 0.0109 0.0111
Si 0.0441 -0.0333 -0.0097
Si 0.0539 -0.0138 0.0034
Si -0.0045 0.0675 0.0028
Si -0.017 -0.0179 0.2351
Si 0.226 0.1262 -0.2414
Si 0.0383 -0.0331 0.0716
Si 0.0192 -0.1241 -0.1093
Si -0.1763 -0.0695 -0.4588
Si 0.0866 -0.0461 0.1602
Si 0.0476 0.0883 -0.3266
Si 0.0137 0.0387 0.1886
Si 0.0141 -0.0069 0.0092
Si 0.0139 -0.0054 0.0018
Si -0.0188 0.026 0.0092
Si -0.0187 -0.0029 0.0239
Si 0.0041 0.0428 0.04
Si -0.013 0.014 0.0215
Si -0.0066 -0.014 0.0463
Si 0.0149 -0.0095 0.0231
Si 0.03 -0.0529 -0.0269
Si -0.042 0.0159 -0.0078
Si -0.042 0.0314 -0.0244
Si 0.0387 -0.0294 -0.0091
Si -0.0317 0.0195 -0.0172
Si 0.0462 -0.0369 -0.013
Si 0.0321 -0.0334 -0.0284
Si -0.026 0.0546 -0.0404
Si 0.1045 -0.1184 0.0766
Si -0.1095 0.1063 0.0936
Si -0.0827 0.0936 0.1477
Si 0.1209 -0.0794 0.0987
Si -0.0837 0.0968 0.2057
Si 0.0741 -0.0782 0.0469
Si 0.1029 -0.1155 0.0867
Si -0.0671 0.0707 0.0522
O -0.0062 -0.0207 0.1791
O 0.0118 -0.0419 0.1067
O 0.029 -0.0057 0.1247
O -0.0561 0.0408 0.1183
O -0.0235 0.0027 -0.0788
O 0.0303 -0.0287 -0.1095
O -0.0017 0.0009 -0.1112
O 0.006 0.0029 -0.1244
O -0.0151 0.0103 -0.0514
O -0.0075 0.0188 -0.035
O 0.0165 -0.0184 -0.0955
O 0.0204 -0.0226 -0.0451
O 0.0005 0.0042 -0.0885
O -0.0399 0.032 -0.0399
O -0.0159 0.0074 -0.0428
O 0.0186 -0.0108 -0.0361
O -0.0004 0.0044 0.0835
O 0.0216 -0.0151 0.0216
O -0.0065 0.0078 0.0653
O -0.0022 0.0108 0.1068
O -0.0035 0.0159 0.042
O 0.005 0.0072 0.0839
O -0.0142 0.005 0.0239
O 0.0177 0.0199 0.1025
Si -0.0155 -0.0005 -0.0201
Si -0.0365 -0.0038 0.073
Si -0.004 -0.0144 -0.11
Si 0.0077 0.002 -0.0838
Si 0.0094 0.0179 0.0403
Si 0.0095 0.0099 -0.0088
Si -0.0051 -0.0145 -0.1054
Si 0.0064 0.0244 0.0607
Si 0.0131 0.0372 0.0359
Si -0.019 0.0565 0.0354
Si -0.0067 0.0306 -0.0869
Si 0.0065 0.0242 -0.0643
Si 0.0136 -0.0066 0.0384
Si -0.0253 0.0147 0.0411
Si -0.0061 0.0037 0.023
Si 0.0291 0.0186 0.0161
Si -0.0019 -0.0031 0.0472
Si -0.03 0.0299 0.0321
Si 0.003 0.0119 -0.1216
Si 0.0059 -0.0142 -0.1052
Si -0.0209 -0.0148 0.0029
Si -0.0223 -0.0067 0.0216
Si 0.0248 0.0038 -0.0894
Si -0.0169 -0.0017 0.0453
Si -0.0023 0.0094 -0.1015
Si -0.0176 0.023 -0.0783
Si -0.0569 0.0047 -0.0295
Si -0.0282 0.0211 0.0416
Si -0.0221 0.0146 0.0324
Si 0.0089 -0.0695 0.0546
Si 0.0245 -0.05 0.0307
Si -0.0047 -0.0001 0.0416
Si -0.0075 0.0059 0.0556
Si 0.005 -0.024 0.04
Si -0.0011 -0.0197 0.0523
Si 0.02 0.001 0.0579
Si 0.072 -0.0026 -0.0578
O -0.0116 -0.0023 -0.0062
O 0.0107 0.0292 -0.0167
O 0.0061 0.0178 -0.0285
O -0.004 -0.0088 -0.0088
O -0.0027 -0.0034 0.0326
O 0.0097 0.0115 -0.0037
O 0.0063 0.0079 -0.0106
O 0.0031 -0.0122 -0.0369
O -0.0071 0.0022 0.0445
O -0.0176 0.0079 -0.0263
O -0.0097 0.0074 0.0036
O 0.0137 0.0001 0.0045
O 0.0013 0.0023 0.0095
O -0.0118 -0.0078 -0.0133
O 0.0112 -0.0052 0.0128
O 0.0068 0.0093 -0.0264
O 0.0072 -0.0168 -0.0011
O -0.0056 -0.0001 -0.0096
O 0.007 -0.0075 0.0089
O 0.0086 -0.0067 -0.0159
O 0.0068 -0.0015 -0.0158
O -0.0283 -0.0313 0.103
O 0.0031 -0.0179 -0.0405
O -0.0065 0.0183 -0.0114
O -0.0006 0.0024 0.0725
O 0.0315 0.0183 -0.0688
O -0.0204 -0.0209 -0.022
O 0.0117 0.0059 0.0264
O -0.0046 0.0097 0.0087
O 0.0175 0.0014 0.0588
O -0.005 0.0086 -0.0013
O 0.0041 -0.0036 0.0274
O 0 -0.0126 0.0036
O 0.0034 -0.0088 -0.0183
O -0.0137 -0.0376 -0.0727
O -0.0053 -0.0076 -0.0253
O -0.0079 0.0283 -0.0099
O 0.0115 0.0166 0
O 0.0032 -0.0003 0.0286
O -0.0005 -0.0098 -0.0138
O 0.0056 -0.0058 0.0119
O -0.0343 -0.0054 0.0849
O -0.0103 -0.0242 0.0854
O 0.0228 0.0058 0.0233
O -0.0139 0.0052 -0.0166
O 0.0063 0.0464 -0.0267
O 0.0165 -0.0081 -0.0002
O -0.0252 -0.0121 -0.0633
O -0.0092 -0.0031 0.0055
O 0.0174 -0.0024 0.0039
O 0.0212 -0.0085 -0.0193
O 0.0003 -0.0132 0.0037
O -0.0102 0.0161 0.0055
O -0.0046 0.0008 -0.016
O 0.0063 0.0254 -0.0679
O 0.01 -0.0184 -0.023
O -0.0147 -0.0136 -0.0076
O 0.001 0.0117 0.0196
O -0.0032 -0.0012 -0.0191
O -0.008 0.0023 -0.0033
O 0.0241 -0.0294 -0.0239
O 0.0113 0.0083 0.0683
O -0.0073 0.0026 0.0025
O -0.0106 -0.0141 0.0627
O -0.0074 -0.015 0.0671
O 0.0043 -0.0048 0.068

The program warned: the cutoff lies below the one the program advises for these potential files; the exchange-correlation potential is rough where the density is thin.
